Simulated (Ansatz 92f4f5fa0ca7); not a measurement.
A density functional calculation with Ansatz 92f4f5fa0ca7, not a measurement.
Periodic cell of 237 atoms, Si146O90B1, from a study of silicon, its oxide and their interface. The atomic structure is a simulated model.
Doubt: the cutoff is far below the 930 eV that the study's wrapper takes by default for these files, so forces and energies are approximate.
This geometry differs little from another in the collection (a relaxation step or a small displacement).

Settings: functional PBE; potential files Ansatz PAW; basis plane waves; wave-function cutoff 580 eV; density cutoff ratio 5; exchange-correlation grid ratio 1; k mesh 1 x 1 x 1, Gamma-centred; self-consistency stop 5e-08 eV per atom in the density residual; occupations fixed; spin none; net charge -1 e, with a uniform compensating background and no finite-size correction.

Cell vectors (angstrom)
a	11.6015	0	0
b	0	10.938	0
c	0	0	32.0622

Atoms and the computed forces on them: element, x, y, z (angstrom), force x, y, z (eV/angstrom)
Si	-0.1845	-0.1019	23.2703	-0.0114	0.0081	-0.009
Si	3.6819	0.2723	23.1171	0.0289	-0.0207	-0.0267
Si	7.4613	-0.1339	23.4304	-0.0196	-0.0341	-0.0471
Si	1.6766	1.4011	23.4312	-0.027	0.0091	-0.0143
Si	5.725	1.4822	23.2793	-0.0052	0.0147	-0.0045
Si	9.4262	1.1623	23.3199	0.0053	0.0046	-0.0362
Si	0.1548	5.4091	23.4303	-0.0065	-0.018	-0.0258
Si	4.3573	5.4801	23.4249	-0.0854	-0.0414	0.0334
Si	7.8432	5.6129	23.7014	0.0081	-0.0761	0.0307
Si	2.2528	6.6041	23.3338	0.0578	-0.0028	-0.0052
B	6.0868	6.6723	23.5057	0.0154	0.0206	-0.0511
Si	9.8679	6.8335	23.6871	-0.0267	0.018	-0.0489
Si	1.9194	2.7263	25.3727	0.0199	0.0018	0.0019
Si	5.8172	2.6935	25.3281	-0.0086	0.0147	0.0087
Si	9.663	2.6335	25.2396	0.0015	-0.0083	-0.0078
Si	11.5932	4.0426	25.3455	-0.009	-0.0034	0.0086
Si	3.9121	4.0558	25.295	0.0332	0.0295	-0.0202
Si	7.7795	4.0155	25.4075	-0.0187	0.0564	-0.0557
Si	1.9979	8.1701	25.1527	-0.0223	-0.0049	0.014
Si	5.8184	7.9965	25.1188	-0.0019	0.0322	0.0159
Si	9.7174	8.2723	25.4888	0.0143	0.0093	0.0179
Si	11.6533	9.558	25.2765	0.0114	-0.0026	0.0041
Si	3.9324	9.5444	25.0103	0.0128	-0.0026	-0.0217
Si	7.6622	9.4631	25.3664	0.0012	-0.0054	-0.0177
Si	11.6745	-0.0108	27.2115	-0.005	-0.0036	0.0006
Si	3.9143	-0.08	27.0692	-0.0029	0.0082	0.0097
Si	7.7589	-0.0475	27.2417	-0.0036	-0.0025	-0.003
Si	2.0104	1.3234	27.2503	-0.0024	-0.0023	-0.0043
Si	5.828	1.2969	27.2138	0.0012	0.0047	-0.0108
Si	9.7084	1.3025	27.1917	0.0062	-0.0036	0.0037
Si	11.5926	5.4756	27.2251	0.006	0.0022	-0.004
Si	3.858	5.4379	27.2169	-0.0088	-0.01	0.0029
Si	7.7221	5.452	27.2781	-0.0041	-0.0054	0.0107
Si	1.9441	6.8303	27.1413	0.0042	0.0019	-0.0018
Si	5.7762	6.8094	27.1762	0.0048	-0.0124	-0.0193
Si	9.6565	6.8185	27.3282	-0.0045	-0.0082	0.0039
Si	1.9595	2.7165	29.1685	0.0095	0.0001	-0.0009
Si	5.8032	2.7155	29.124	-0.0007	-0.0022	0.0035
Si	9.6848	2.7159	29.1192	-0.0009	-0.002	-0.0033
Si	0.0212	4.0855	29.1386	0.0033	-0.0022	0.0082
Si	3.8757	4.0937	29.1615	-0.0023	0.0024	-0.0088
Si	7.7418	4.0805	29.1879	0.0018	0.0094	-0.0011
Si	1.9477	8.1799	29.1007	-0.0024	0.0039	0.0016
Si	5.8067	8.1743	29.1167	-0.0023	0.0052	0.0044
Si	9.6809	8.1973	29.2311	0.0043	0.0069	0.0111
Si	0.0224	9.5532	29.1492	0	-0.0018	-0.0068
Si	3.8802	9.5487	29.0718	0.0003	-0.0039	-0.0067
Si	7.7396	9.5448	29.1802	0.008	-0.0029	0.0031
Si	0.0111	-0.001	31.0847	0.0006	0.0021	0.0044
Si	3.8695	-0.0053	31.0321	0.0016	0.0075	0.0051
Si	7.7353	0.0048	31.0911	-0.0007	0.001	0.0008
Si	1.9412	1.3665	31.1041	-0.0014	-0.0013	-0.0044
Si	5.8005	1.3667	31.0601	0.0019	-0.0003	0.0008
Si	9.6754	1.3613	31.0703	0.0014	-0.003	0.0043
Si	0.0181	5.4594	31.0745	0.0004	0.0051	0.0004
Si	3.8818	5.472	31.0896	0.0011	0.0022	-0.0006
Si	7.7482	5.4627	31.1189	0.0008	-0.0006	0.0028
Si	1.9476	6.8336	31.0525	0.0022	-0.0068	0.0007
Si	5.814	6.8342	31.0726	0.0012	-0.0014	0.0005
Si	9.6877	6.8243	31.148	-0.0002	-0.0059	-0.002
Si	1.9418	2.7494	0.9764	0.0029	0.0013	0.0034
Si	5.804	2.746	0.9252	-0.002	0.0009	-0.0004
Si	9.6732	2.7329	0.9516	0.0008	0.0026	0.004
Si	-0.0029	4.1059	0.9464	-0.0027	-0.0043	-0.0031
Si	3.8756	4.1184	0.9703	0.0006	-0.0008	-0.0011
Si	7.7458	4.1102	0.9955	0.0027	0.0028	0.0001
Si	1.9391	8.2118	0.9272	-0.0011	0.0029	-0.0028
Si	5.8055	8.2239	0.9353	0.0026	0.0009	-0.0056
Si	9.677	8.2194	1.0065	-0.0015	0.0047	0.0019
Si	0.0079	9.5896	0.9757	-0.0024	0.0003	0.004
Si	3.868	9.5896	0.9341	0.002	-0.004	0.0051
Si	7.7449	9.5805	0.9673	0.0024	-0.0031	0.0022
Si	11.6194	0.0351	2.9163	0.0007	-0.0002	0.0001
Si	3.8648	0.0225	2.8933	-0.0013	0.0015	-0.0002
Si	7.7492	0.0213	2.8918	0.0007	0.0007	0.0003
Si	1.9442	1.4047	2.9221	-0.0009	-0.0005	-0.0004
Si	5.8206	1.3676	2.8317	0.0017	-0.003	0.0009
Si	9.6689	1.3866	2.9062	0.0016	-0.0005	-0.0006
Si	11.5743	5.5034	2.8557	-0.0005	0.0018	0.0009
Si	3.8864	5.5	2.903	0.0012	-0.0014	-0.0012
Si	7.7441	5.5145	2.9214	-0.0007	-0.0028	-0.0004
Si	1.922	6.8265	2.8467	0.0006	-0.0025	0.0009
Si	5.8178	6.8665	2.8675	0.001	0.0005	0.0011
Si	9.6689	6.9012	2.9712	-0.0002	-0.0007	0.001
Si	1.9208	2.8373	4.8222	-0.0004	0.0016	-0.0053
Si	5.8446	2.7208	4.7475	-0.0011	0.0031	-0.0009
Si	9.6035	2.7976	4.8204	-0.0009	-0.0004	-0.0026
Si	11.5472	4.1377	4.7687	0.0006	-0.0033	-0.0038
Si	3.929	4.1	4.8166	0.0004	0.0006	-0.0027
Si	7.7226	4.2075	4.8887	0.0009	0.0012	-0.0051
Si	1.8986	8.1516	4.7906	-0.0012	0.004	-0.0025
Si	5.8167	8.2617	4.7738	0.0003	0.0017	-0.0037
Si	9.6724	8.3235	4.9114	0.0005	0.0029	-0.0037
Si	11.6436	9.6583	4.8867	0.0007	-0.0014	-0.0047
Si	3.8275	9.4925	4.7715	0	-0.001	-0.0024
Si	7.7317	9.6775	4.8817	0.0011	-0.0016	-0.0028
Si	11.6051	0.2373	6.7753	-0.0034	-0.0006	0.0116
Si	3.7578	-0.0491	6.6386	-0.0049	-0.001	0.0135
Si	7.72	0.0456	6.9082	-0.0001	-0.0032	0.0133
Si	2.0594	1.5145	6.7604	0.0036	-0.0016	0.0119
Si	5.7224	1.2724	6.6253	-0.0012	0.0005	0.0078
Si	9.6487	1.5212	6.8153	0.0045	0.0025	0.0118
Si	11.5359	5.5029	6.6834	-0.0034	0.0015	0.0146
Si	3.9955	5.4301	6.7803	-0.0021	-0.0023	0.0076
Si	7.7479	5.6763	6.8311	-0.005	-0.0043	0.0128
Si	1.9884	6.6428	6.6365	0.004	0.0022	0.0118
Si	5.8207	6.98	6.7342	0.0018	0.0039	0.0122
Si	9.7655	7.0456	6.9127	0.0036	0.0022	0.0124
O	10.0082	7.9745	8.3089	-0.0075	-0.0163	-0.0143
O	7.6697	9.9255	8.2289	0.0074	0.0153	-0.0137
O	7.4035	4.7627	8.1874	0.0003	0.0125	-0.0194
O	3.3629	10.3351	8.1856	-0.0002	0.0079	-0.0236
O	2.0478	7.5445	8.0208	-0.0001	-0.0112	-0.0233
O	4.0237	4.5852	8.2414	-0.0008	0.0103	-0.0069
O	9.7721	2.461	8.2018	-0.0056	-0.0163	-0.0142
O	2.6396	2.3345	8.1311	-0.0104	-0.0078	-0.0076
O	11.4056	4.5716	8.0553	0.0082	0.0138	-0.0151
O	5.3844	2.3557	7.8377	0.0074	-0.0104	-0.0077
O	5.8173	7.9804	8.0813	-0.0051	-0.0165	-0.0137
O	11.3075	10.3302	8.1634	0.0047	0.016	-0.0147
O	11.373	9.9324	21.8399	-0.0088	-0.0229	0.0055
O	3.331	10.9902	21.4711	0.08	-0.104	-0.0668
O	6.3303	7.2716	22.1977	0.0197	0.0234	0.0413
O	4.3469	4.5654	21.9934	-0.0076	0.0419	0.0345
O	7.2859	9.8083	22.0937	-0.0743	-0.0344	0.0016
O	9.8594	7.8012	22.3226	0.0419	-0.0057	0.0089
O	1.6251	2.4665	22.152	0.003	-0.0102	0.0173
O	5.9682	2.465	21.9349	-0.0029	-0.0018	0.0193
O	8.2701	4.8091	22.2829	-0.016	0.0287	0.0567
O	-0.1175	4.4831	22.0494	-0.0045	0.0209	0.0301
O	2.4716	7.3734	21.8651	-0.0315	0.0101	-0.0257
O	9.1765	1.9175	21.8599	0.0012	-0.0151	0.0262
Si	1.9269	7.7851	9.599	-0.0037	-0.0033	0.0148
Si	5.1029	0.5224	17.7524	0.0169	0.0116	-0.0195
Si	2.503	5.4337	14.0097	0.0008	-0.0001	-0.0067
Si	10.5545	3.8978	14.0204	-0.003	-0.0029	0.0004
Si	8.2683	2.4047	15.231	0.0019	0.0069	-0.0076
Si	9.6191	2.3476	20.3618	-0.0013	-0.0224	-0.0228
Si	10.5191	3.6496	9.0521	0.0024	0.0008	0.0166
Si	0.0319	2.3295	11.5544	0.0013	-0.0066	0.0035
Si	11.0706	8.1439	15.4066	0.0039	0.0047	-0.0056
Si	5.1688	6.9215	14.0489	-0.005	-0.0018	-0.0002
Si	5.7875	2.6165	11.1224	0.0033	-0.0062	0.0038
Si	8.4924	7.7772	19.4159	-0.0058	0.0034	-0.0192
Si	8.0947	4.9286	20.6824	-0.0123	-0.0088	-0.035
Si	5.9772	9.6018	15.2149	-0.0033	-0.008	-0.0144
Si	1.8953	7.6232	20.3663	-0.0144	0.0575	-0.0357
Si	1.9416	4.9513	18.805	-0.0051	-0.0052	-0.0321
Si	4.4539	3.3642	18.1085	0.0047	0.0113	-0.0177
Si	8.5705	8.9966	16.8347	0.0094	0.0099	-0.0134
Si	0.8573	9.4941	13.3005	0.0005	0.0001	-0.0017
Si	9.9257	10.6574	11.7342	-0.001	0.0058	0.0025
Si	5.3718	3.7183	21.0494	0.0106	-0.0212	-0.047
Si	0.6001	5.4913	16.2633	-0.0001	0.0023	-0.0206
Si	10.7919	9.155	9.1483	0.0019	0.0019	0.0179
Si	6.4156	8.6304	21.3509	-0.1673	0.0908	-0.0602
Si	7.122	7.115	11.5157	-0.0002	-0.0013	0.0048
Si	2.6813	0.7447	12.1964	-0.0048	0.0025	0.0034
Si	10.7075	8.5802	21.1782	0.0068	-0.0093	-0.0167
Si	5.9833	4.2686	15.6884	0.0058	0.0013	-0.0088
Si	7.087	0.4746	12.9725	0.0025	0.0024	-0.0009
Si	4.0833	2.9815	8.5974	0.0047	-0.001	0.0116
Si	0.89	6.765	11.8942	-0.0034	-0.0002	0.0023
Si	6.5632	9.0483	9.0735	-0.0025	-0.0018	0.0157
Si	0.6875	3.3544	21.1785	0.007	-0.0108	-0.0398
Si	9.8129	6.5648	12.8927	0.0001	-0.0022	-0.0034
Si	7.7425	4.5481	9.7619	-0.0039	-0.0003	0.0122
Si	3.7694	9.9571	20.2762	0.0356	-0.1276	0.1267
Si	4.2804	3.0364	13.5202	-0.0064	0	-0.0044
Si	3.8507	10.0172	9.7132	0.0009	0.0019	0.0127
Si	8.1211	0.8668	18.0286	-0.0039	-0.0073	-0.0133
O	11.5043	3.279	12.8612	0.0021	-0.0028	-0.0019
O	9.3684	4.4818	9.8758	0.0029	-0.0021	-0.0015
O	8.9747	3.7719	19.9571	-0.0151	0.0272	0.0098
O	4.3183	-0.3084	18.9008	-0.0162	-0.0286	0.026
O	11.3136	4.5263	15.3087	0.0057	0.004	0.0057
O	9.8734	9.7908	10.3435	0.0051	-0.009	-0.0116
O	3.7784	1.5429	13.1046	-0.0004	-0.002	-0.0007
O	0.7044	9.0584	14.8634	-0.0043	-0.0021	-0.0015
O	6.5356	1.0478	18.361	0.0056	-0.0053	-0.0021
O	4.6659	3.1165	19.7036	0.0158	0.007	0.0347
O	6.2739	1.1664	11.7256	-0.0037	0.0034	0.0013
O	0.5603	8.6387	9.8578	-0.0051	0.002	-0.0026
O	5.6304	4.1808	17.2829	-0.007	-0.006	0.0059
O	8.4646	7.2734	12.3958	-0.0032	-0.0005	0.0009
O	4.4365	2.6633	10.1696	-0.0084	0.0036	-0.0093
O	2.0873	5.5746	15.5744	-0.0043	-0.0005	0.0066
O	3.3625	0.0798	10.8837	0.0056	-0.0077	-0.0079
O	5.9153	7.1676	12.61	0.0031	0.001	-0.0006
O	2.3039	6.468	19.2836	-0.0137	0.0446	0.0279
O	0.6671	4.9208	17.7783	0.0084	-0.0018	0.0202
O	8.4315	10.6882	12.3856	0.0022	-0.0022	0.0015
O	5.4693	10.0914	9.6739	0.0026	-0.0024	0.0003
O	0.2754	7.6678	20.4962	0.036	0.0152	0.0209
O	9.7308	2.6349	14.5949	-0.0042	-0.0014	0.004
O	2.0291	10.6024	13.2168	0.0023	0.0015	-0.0016
O	10.0285	9.1289	16.1403	-0.0104	-0.0028	0.0039
O	6.1419	10.3318	13.7539	0.0008	0.0003	0.0048
O	7.4348	1.5759	14.1144	0.0004	-0.0013	-0.0008
O	1.6687	4.0639	20.115	-0.0148	-0.0141	0.0253
O	5.8176	5.7453	14.997	-0.0005	-0.0057	0.0025
O	7.4366	9.03	15.6737	0.0044	-0.0003	0.0072
O	1.5053	1.6804	11.6111	-0.0007	0.0012	0.0031
O	7.1467	8.2915	10.3894	-0.0041	0.0089	-0.0088
O	4.2452	1.879	17.4276	0.0003	-0.0064	0.0053
O	7.0709	3.1676	10.2923	0.0038	0.0052	0.0005
O	11.5932	6.9939	16.4166	0.0022	-0.005	0.0024
O	8.3791	10.2315	17.8376	-0.0035	0.0122	0.001
O	3.2773	8.54	10.0986	-0.0002	0.0016	0.0013
O	7.5411	3.8382	15.4913	-0.0071	-0.0007	-0.0002
O	3.1446	4.2986	17.9393	0.0028	-0.0014	0.0082
O	2.9417	3.9329	13.6045	0.0011	0.0001	0.002
O	1.3567	8.2283	12.4244	0.0002	-0.0026	-0.0017
O	1.2053	5.7147	13.0806	-0.0011	0.0006	0.0018
O	5.0521	8.2916	14.9265	0.0029	0.0042	0.0005
O	11.2485	2.4186	20.3328	0.0092	0.0187	0.0127
O	11.0041	10.0133	12.7716	-0.0043	0.0004	-0.0009
O	5.3605	3.558	12.3971	0.0018	-0.0011	-0.001
O	5.0248	3.1512	14.9576	0.0021	0.0007	0.0036
O	6.5102	4.694	20.3932	0.0242	-0.0042	0.0139
O	8.4641	1.6202	16.6292	-0.0088	-0.0125	0.0185
O	10.4104	1.2514	11.464	-0.0005	0.0014	0.0029
O	10.8842	6.6537	11.6572	0.0017	0.0009	0.0033
O	2.4997	9.0351	19.8142	0.0898	-0.009	0.1012
O	1.7265	6.4434	10.5239	0.0036	0.0038	-0.0045
O	7.0553	8.3664	19.8769	-0.0502	0.0204	0.0569
O	8.501	7.6659	17.7758	0	-0.0093	0.0213
O	3.6579	6.4982	13.6457	0.0011	0.0018	0.0005
O	9.568	5.0176	13.3442	0.0001	0.0011	0.0003
O	4.8895	9.0659	21.0281	0.0473	0.0596	-0.0819
O	10.3451	7.4155	14.1542	0.0009	0.0008	0.0003
O	8.6748	6.2888	20.019	-0.003	-0.0061	0.0011
O	7.1163	5.7117	10.7002	0.0014	-0.0078	-0.0044
O	5.3303	10.5616	16.3822	-0.0078	0.0136	0.0191
O	9.0902	1.3031	19.2386	0.0091	0.0133	0.0107
O	11.5885	3.1454	10.1552	-0.0084	0.008	-0.0091
O	9.6594	8.8043	19.9464	0.0278	-0.0022	0.0229

Results
free energy: -144146.672 eV
free energy less fixed offsets of B -154.04, O -568.88, Si -635.61 eV per atom: 5.628 eV

The program warned: the cutoff lies below the one the program advises for these potential files; the forces do not sum to zero within the program's tolerance; the exchange-correlation potential is rough where the density is thin.
